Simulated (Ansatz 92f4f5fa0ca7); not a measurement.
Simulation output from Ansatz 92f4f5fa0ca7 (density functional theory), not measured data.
Periodic cell of 171 atoms, Si99O72, from a study of silicon, its oxide and their interface. The atomic structure is a simulated model.

Settings
functional: r2SCAN
potential files: Ansatz norm-conserving
basis: plane waves
wave-function cutoff: 1300 eV
density cutoff ratio: 4
exchange-correlation grid ratio: 1
k mesh: 2 x 2 x 1, shifted by 0.5 0.5 0.5 of a step
self-consistency stop: 5e-08 eV per atom in the density residual
occupations: Fermi-Dirac, 0.05 eV
spin: none
net charge: 0

Cell vectors (angstrom)
a  11.5403  0  0
b  0  11.5403  0
c  0.1608  -1.1091  24.0438

Atoms and the computed forces on them: element, x, y, z (angstrom), force x, y, z (eV/angstrom)
Si  0.5165  -2.3676  0.6255  -0.0671  0.3268  -0.3793
Si  0.6614  0.7028  1.0028  -0.0394  0.0301  -0.799
Si  1.0635  3.7099  0.335  0.2769  -0.239  -0.2809
Si  4.4283  9.4552  0.4861  -0.1005  0.2222  -0.6349
Si  4.5223  1.0459  1.0273  0.01  0.1277  -0.8733
Si  4.8733  4.1417  0.6021  0.2033  -0.2908  -0.2136
Si  7.9897  8.4067  0.413  -0.1705  0.0424  -0.0274
Si  8.2819  1.0874  0.879  0.0901  0.1985  -0.6211
Si  8.4856  4.1963  0.594  -0.0349  -0.4635  -0.1781
Si  2.5372  8.6959  1.7833  0.0886  0.0481  -0.0988
Si  2.5888  0.9064  2.2834  -0.0167  -0.0833  -0.1051
Si  2.7847  4.5569  1.7946  0.0681  -0.1143  -0.2902
Si  6.2624  8.7666  1.9224  -0.0559  -0.0184  -0.0894
Si  6.4342  0.9674  2.295  0.1998  -0.0226  -0.144
Si  6.6205  4.6253  2.0702  0.1298  -0.1362  -0.2605
Si  10.0914  8.5799  1.8061  -0.0509  -0.0218  -0.2306
Si  10.2243  0.7561  2.1746  -0.2713  0.0233  -0.1948
Si  10.5728  4.6169  1.6249  -0.284  -0.1617  -0.2237
Si  2.5712  -1.1257  3.4089  0.0566  -0.0466  0.2793
Si  2.668  2.8899  3.4537  0.0168  0.0658  0.3128
Si  2.6245  6.6168  3.0926  -0.0513  0.0778  -0.1937
Si  6.4084  -1.0285  3.4454  0.0546  -0.1702  0.2081
Si  6.5177  2.8783  3.5698  0.0418  0.2382  0.272
Si  6.3903  6.6824  3.2184  0.0104  -0.0701  -0.1149
Si  10.1514  -1.1914  3.4  -0.0185  -0.0583  0.1487
Si  10.3599  2.8387  3.2751  -0.0603  0.0775  0.0195
Si  10.3511  6.5751  3.0855  0.0558  -0.0653  -0.132
Si  0.5971  -1.1428  4.7111  0.0379  -0.1552  -0.0185
Si  0.684  2.8065  4.7089  -0.0549  0.198  -0.0019
Si  0.7014  6.5981  4.5307  -0.0292  0.0304  0.1325
Si  4.4878  -1.0804  4.7715  -0.0788  -0.1375  -0.0871
Si  4.5607  2.9062  4.8413  0.0532  0.0134  -0.13
Si  4.4839  6.6002  4.6189  0.1533  0.0065  -0.0568
Si  8.3045  -1.102  4.8006  -0.0054  -0.0528  -0.0967
Si  8.5029  2.8678  4.7681  -0.071  -0.0178  -0.1598
Si  8.392  6.6046  4.5302  -0.0287  0.0967  -0.0709
Si  0.5985  8.445  6.0342  0.0562  0.008  -0.019
Si  0.6571  0.8406  6.0065  -0.0415  0.0484  0.0272
Si  0.7158  4.7274  6.0543  -0.0212  -0.1191  -0.0306
Si  4.5081  8.4819  6.0372  -0.0138  0.0796  0.0603
Si  4.537  0.9107  6.0063  -0.0526  0.0095  0.1378
Si  4.5157  4.808  6.2102  -0.1006  -0.0556  0.254
Si  8.2916  8.4515  6.0273  0.1895  0.0903  0.0459
Si  8.3825  0.8949  6.0103  0.198  -0.0306  0.1816
Si  8.4603  4.7983  6.0826  -0.1295  0.0013  0.1651
Si  2.5651  8.4564  7.3427  0.0145  -0.1946  -0.105
Si  2.6294  0.9317  7.315  0.0761  0.0931  -0.0622
Si  2.5233  4.659  7.5981  0.2335  0.0906  -0.0214
Si  6.4108  8.5964  7.4567  -0.1852  -0.2388  -0.0553
Si  6.4533  0.9638  7.342  0.0421  0.2317  -0.0191
Si  6.5512  4.882  7.4996  0.0281  0.1883  -0.0707
Si  10.1695  8.3748  7.4184  -0.073  -0.0969  -0.1981
Si  10.2708  0.795  7.3717  -0.2488  -0.0483  -0.1372
Si  10.3878  4.706  7.4831  0.0472  -0.0429  0.0349
Si  2.6299  -1.0476  8.4508  0.1071  0.0187  -0.0136
Si  2.7152  2.6279  8.9683  0.0192  -0.0527  0.5718
Si  2.4581  6.6623  8.8839  0.07  0.0846  0.2605
Si  6.4107  -0.911  8.6946  0.082  -0.1366  0.154
Si  6.5985  2.8703  8.7158  0.0155  -0.078  0.5655
Si  6.4404  6.7998  8.9738  0.0285  -0.1704  0.3431
Si  10.1552  -1.1929  8.657  -0.2607  0.145  0.1496
Si  10.3994  2.6791  8.7596  -0.1401  -0.0247  0.1052
Si  10.2215  6.5371  8.944  -0.026  0.1635  0.2913
Si  0.6875  -1.0944  9.6194  0.1254  0.0037  0.9209
Si  0.6982  2.0032  10.0804  -0.0193  -0.2451  0.5301
Si  0.5666  7.3291  10.2108  0.0664  0.1849  0.5538
Si  4.4295  -1.0514  9.9271  -0.2014  -0.0637  0.6117
Si  4.8965  3.2133  10.3376  0.1103  0.1807  -0.52
Si  4.3965  6.3096  10.1402  -0.3055  -0.269  -0.0683
Si  8.2815  -0.7721  10.1067  0.2243  0.2494  0.7684
Si  8.4801  2.3989  10.1189  0.2216  -0.1265  0.2839
Si  8.3097  6.5539  10.4998  0.0268  0.1602  0.1541
Si  2.5868  3.2151  21.4804  -0.1017  -0.0374  -0.2091
Si  4.7642  8.2765  11.9473  -0.0356  0.008  0.5921
Si  -1.1149  7.9268  12.4129  0.0677  -0.1283  0.5024
Si  4.4807  10.8145  12.8714  0.0583  0.1917  0.7885
Si  2.162  11.9209  14.321  -0.0304  -0.0268  0.2033
Si  9.9943  7.9408  17.6893  -0.0664  -0.0255  -0.1369
Si  7.1602  9.645  12.8547  0.0011  0.058  0.4452
Si  4.7154  3.4378  19.6835  -0.032  -0.0191  -0.2683
Si  1.9645  3.1611  18.8182  -0.0996  -0.0146  -0.3794
Si  10.3732  2.8191  15.4354  0.0813  -0.1586  -0.0014
Si  -1.9296  4.9848  17.0293  0.2575  0.1185  0.1024
Si  9.3989  8.8647  14.8676  -0.0419  0.0443  0.4169
Si  11.1882  10.6396  13.4917  0.2489  0.0989  0.4427
Si  6.1371  5.8526  20.2001  -0.1041  0.1941  -0.3589
Si  7.0794  4.1592  18.0989  0.0394  0.0246  -0.0582
Si  2.5376  8.5733  20.1882  0.0567  0.0985  -0.2824
Si  7.7197  4.0323  15.3089  0.0631  -0.0414  0.1951
Si  11.688  2.0202  12.9773  0.0719  0.0267  0.4313
Si  7.7773  9.6399  22.4177  -0.0068  0.2792  -0.2447
Si  5.1778  8.4611  21.5685  0.0205  0.1448  -0.4055
Si  0.3066  7.5083  21.7756  -0.1174  0.1203  -0.4437
Si  9.8085  9.1587  20.3554  0.0308  0.1302  -0.2332
Si  7.0356  4.6679  22.9419  0.0659  -0.0497  -0.0629
Si  0.463  9.9414  18.5783  0.0946  0.0538  -0.1418
Si  1.7811  5.7073  20.1033  0.0424  0.0846  -0.3689
Si  0.7881  12.5743  16.8568  0.0512  -0.0438  -0.0513
Si  7.186  4.0019  12.2014  0.1491  -0.0857  0.115
O  0.4476  11.325  17.7857  0.0207  -0.0876  0.0117
O  2.4865  4.8342  21.2814  -0.0491  -0.1504  -0.0527
O  0.6476  -0.7419  0.1395  -0.0525  -0.3772  0.6815
O  0.696  2.0945  0.0823  0.1358  0.482  0.4545
O  4.5287  8.8571  -1.0795  0.0473  0.2301  0.4198
O  4.6954  2.5061  0.1533  -0.1212  0.0723  0.5069
O  8.0633  10.7478  23.536  0.0401  -0.1082  0.253
O  4.4256  -0.4209  0.2076  0.2174  -0.3144  0.3838
O  8.2354  3.5794  23.1074  -0.1974  0.2361  0.3729
O  0.3897  6.238  20.7622  0.2628  0.2094  0.1695
O  7.9978  9.3233  -0.9475  -0.009  -0.243  0.2971
O  8.5877  2.5862  0.3256  -0.2441  0.2038  0.3904
O  6.2359  9.6291  21.9205  0.182  -0.1637  0.1797
O  3.9596  9.1185  20.7181  0.0085  -0.3091  0.2646
O  -2.4726  7.6075  11.5539  -0.2487  -0.3265  -0.2631
O  8.644  9.9828  21.0868  -0.1042  -0.2958  0.3756
O  11.8583  2.7087  11.5302  0.0919  -0.3535  -0.3408
O  1.9805  9.5808  19.0384  -0.1981  -0.2054  0.2555
O  3.9359  9.2566  12.9566  0.4314  0.103  -0.4869
O  8.0825  10.1355  11.6242  -0.0574  0.0784  -0.6445
O  10.8209  0.6186  13.0261  0.2034  -0.0017  -0.1201
O  4.5917  -2.6191  10.4515  0.0508  0.1505  0.1708
O  4.2547  -0.1575  11.3478  0.1714  -0.4262  -0.5666
O  2.0386  12.1605  15.9138  -0.2448  0.0289  -0.2023
O  6.325  8.3096  12.414  -0.2559  0.1428  -0.249
O  4.2273  4.6896  10.2319  0.3237  0.0731  0.1277
O  4.2692  6.7576  11.7558  0.2786  0.3047  -0.5676
O  6.0719  10.8098  13.2326  -0.1323  -0.2849  -0.4355
O  10.9725  3.1009  13.952  -0.0428  -0.2708  0.031
O  10.2144  6.3359  17.658  -0.1905  -0.018  -0.0583
O  8.5135  0.8042  10.4585  -0.1842  -0.0213  -0.3201
O  10.1025  7.6534  14.0029  -0.0475  0.3677  -0.5251
O  0.7316  0.3581  10.4848  -0.0754  0.0815  -0.5113
O  5.7512  3.3186  11.7811  -0.2955  0.0314  -0.5213
O  -0.7248  9.5309  12.3569  -0.1559  -0.1722  0.0431
O  6.2064  3.1069  19.0429  -0.1355  0.3679  0.0566
O  7.9928  9.2945  14.1907  0.0544  -0.027  -0.42
O  10.7938  4.0389  16.439  -0.4033  -0.0886  -0.0991
O  -2.8163  4.0627  18.0811  -0.2538  0.1683  -0.2185
O  -2.9145  5.3368  15.7521  -0.0548  -0.4285  0.1471
O  -0.5516  10.1503  19.8345  -0.0823  -0.4179  -0.0199
O  3.5832  3.1122  18.5505  -0.0376  0.1011  0.422
O  1.247  10.6415  13.8617  -0.2097  0.3459  -0.1642
O  8.7393  2.7344  15.3385  0.0671  0.427  0.0333
O  1.6503  13.2442  13.5364  -0.3234  -0.2198  -0.0962
O  7.5447  5.4089  11.4323  0.119  0.0857  0.0555
O  3.7189  11.6873  13.985  -0.0272  -0.1988  -0.4679
O  5.57  4.034  23.3939  0.0277  -0.1952  0.091
O  6.6083  3.9228  16.5257  0.4037  0.0974  0.1519
O  2.6378  7.0273  19.647  -0.2277  0.0239  0.3381
O  1.5006  4.7358  18.8231  0.1874  -0.1506  0.4157
O  -0.5301  12.9668  15.9894  0.057  0.2624  -0.0373
O  1.4906  8.5701  21.4257  -0.1561  -0.2976  -0.0228
O  1.653  2.5366  20.3043  0.4294  0.3962  0.0963
O  0.1027  7.0162  11.8127  0.02  0.2806  -0.6565
O  9.1372  8.4064  16.393  0.2518  -0.0088  -0.1176
O  1.1959  2.3297  17.7061  0.0697  0.0086  0.135
O  9.2156  8.355  19.0572  0.3576  0.1134  0.2275
O  5.8801  7.3938  20.5582  -0.0568  -0.0477  0.355
O  7.5387  5.8442  23.965  0.1442  0.2385  -0.2491
O  8.3813  3.0285  11.6579  -0.1617  0.0674  -0.41
O  0.3282  -3.3208  -0.7174  0.0952  0.3012  0.1007
O  1.9833  2.9168  22.9341  -0.1646  -0.0627  0.2555
O  6.9912  5.1711  21.4057  -0.1549  -0.0684  0.3269
O  10.3736  10.1784  14.8366  0.0212  -0.1425  -0.4644
O  4.7493  5.0406  19.9941  0.2665  -0.1979  0.0724
O  0.9178  8.956  10.35  -0.3221  0.0262  -0.3539
O  -1.1359  8.1615  21.4842  0.1669  0.0128  -0.0046
O  6.868  5.6662  18.7464  -0.1266  -0.3877  0.1781
O  7.1204  4.1896  13.8231  0.0957  -0.0297  -0.5277
O  4.1443  2.7541  21.0816  -0.3164  0.3156  -0.0204
O  11.4417  8.6941  17.6797  -0.1659  0.0859  0.2572

Results
free energy: -45071.994 eV
free energy less fixed offsets of O -463.61, Si -117.95 eV per atom: -15.024 eV
pressure: -1.33 GPa
stress xx, yy, zz, yz, xz, xy (GPa, positive in tension): 0.59, 1.62, 1.77, -0.04, -0.17, 1.12
